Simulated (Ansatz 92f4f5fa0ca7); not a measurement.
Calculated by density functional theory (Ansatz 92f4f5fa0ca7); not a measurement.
Periodic cell of 148 atoms, Si92O56, from a study of silicon, its oxide and their interface. The atomic structure is a simulated model.

Settings: functional r2SCAN; potential files Ansatz norm-conserving; basis plane waves; wave-function cutoff 1300 eV; density cutoff ratio 4; exchange-correlation grid ratio 1; k mesh 2 x 2 x 1, shifted by 0.5 0.5 0.5 of a step; self-consistency stop 5e-08 eV per atom in the density residual; occupations Fermi-Dirac, 0.05 eV; spin none; net charge 0.

Cell vectors (angstrom)
a	10.88	0	0
b	0	10.88	0
c	0	0	22.5839

Atoms and the computed forces on them: element, x, y, z (angstrom), force x, y, z (eV/angstrom)
Si	1.1014	0.0881	0.3996	-2.4813	-0.43	-3.8005
Si	2.5288	4.0735	0.2287	-1.4776	-1.22	-0.884
Si	-0.0335	5.8651	0.4138	2.9023	0.4879	-2.1881
Si	2.9221	8.7685	0.0927	3.6326	-0.7369	1.1111
Si	5.2694	0.3578	0.1948	-3.6125	2.4725	3.2719
Si	8.5257	2.8561	0.3111	-2.823	0.9524	2.1788
Si	5.1667	4.1227	-1.4718	0.424	-4.3952	2.1493
Si	9.2402	8.2435	-0.1045	-3.9029	2.141	-0.757
Si	2.0445	1.7696	1.6626	-1.9812	2.5109	-1.6187
Si	4.3836	4.936	1.4767	1.5416	-1.4199	0.1383
Si	1.8314	7.3227	1.3525	-3.2167	-3.0231	2.2179
Si	4.5731	9.9708	2.0718	-1.5182	-0.1577	-3.046
Si	6.8151	1.4183	1.5377	0.4785	1.2931	-0.1763
Si	9.4135	4.5834	1.4152	0.2409	-1.7655	1.6562
Si	6.6946	6.5752	1.3337	-0.3999	0.5575	0.1239
Si	9.6268	10.0032	1.4948	4.8589	-3.4912	-2.0234
Si	-0.0009	2.6916	2.8429	0.552	0.9926	-0.4099
Si	2.6985	0.0703	2.8446	0.3936	-1.2302	2.2575
Si	-0.0057	8.1652	2.868	0.5838	1.3318	-0.8714
Si	2.7354	5.4784	2.8707	-0.6018	1.66	0.5419
Si	5.371	2.7233	2.8763	0.4994	1.6951	-0.7821
Si	8.1937	-0.0466	2.7723	-2.8436	1.6568	2.474
Si	5.4952	8.1055	2.7897	1.0127	-1.3232	0.9263
Si	8.1531	5.4765	2.8964	-2.3825	0.9749	1.3966
Si	1.36	4.08	4.2157	-0.4173	0.0109	0.2927
Si	4.08	1.36	4.2157	-0.2493	0.0465	1.1525
Si	1.36	9.52	4.2157	-0.1765	0.1773	0.5093
Si	4.08	6.8	4.2157	-0.0591	0.5629	0.7905
Si	6.8	4.08	4.2157	-0.1978	-0.3713	0.4826
Si	9.52	1.36	4.2157	0.04	-0.1714	0.1164
Si	6.8	9.52	4.2157	0.3069	-0.6332	0.1657
Si	9.52	6.8	4.2157	0.0308	0.1844	0.5233
Si	0	0	5.621	0.0897	-0.0978	-0.0728
Si	2.72	2.72	5.621	0.248	0.0805	0.0553
Si	0	5.44	5.621	0.1794	-0.0104	-0.015
Si	2.72	8.16	5.621	0.2395	0.2573	-0.1069
Si	5.44	0	5.621	0.2115	0.1065	0.0076
Si	8.16	2.72	5.621	-0.2656	-0.0338	-0.2775
Si	5.44	5.44	5.621	0.1852	0.2251	-0.1151
Si	8.16	8.16	5.621	0.2034	0.0819	0.0107
Si	1.36	1.36	7.0262	-0.146	0.4035	-0.287
Si	4.08	4.08	7.0262	0.189	-0.0472	-0.5106
Si	1.36	6.8	7.0262	-0.2225	0.5604	-0.4869
Si	4.08	9.52	7.0262	-0.3203	-0.3199	-0.0231
Si	6.8	1.36	7.0262	0.7178	-0.3929	-0.3186
Si	9.52	4.08	7.0262	-0.2227	-0.1611	0.1801
Si	6.8	6.8	7.0262	-0.3431	-0.1428	-0.1331
Si	9.52	9.52	7.0262	-0.2038	0.4312	-0.3688
Si	-0.0449	2.6711	8.4461	0.0025	-1.5215	0.2582
Si	2.7264	0.0143	8.3848	0.713	0.3973	0.5068
Si	-0.0424	8.1446	8.3782	0.8491	0.769	-0.5785
Si	2.6947	5.4226	8.2865	-0.6542	0.2925	2.3387
Si	5.5165	2.7688	8.3062	0.2403	0.2177	1.3561
Si	8.1283	-0.0371	8.4558	0.5272	-0.8226	1.1632
Si	5.4642	8.1852	8.4421	0.7273	-0.7002	-0.17
Si	8.1613	5.4392	8.4707	0.1693	-0.001	0.2147
Si	0.6016	4.6278	9.2885	0.447	0.0327	0.4032
Si	4.6828	0.9592	9.5375	-0.467	-1.044	1.0159
Si	1.1787	9.7185	9.7394	-0.4544	0.458	0.2616
Si	3.5257	8.8558	11.0831	2.8569	0.2115	1.4664
Si	6.9262	3.8337	10.0337	-0.7681	1.0393	-2.5769
Si	10.393	0.648	9.9863	-1.1674	0.5599	-0.3918
Si	6.8942	9.1695	10.0009	1.0744	0.9893	-0.7577
Si	9.182	7.3021	9.653	-1.2071	-1.4257	1.3132
Si	0.063	1.3326	12.6268	1.3895	1.927	-4.5943
Si	2.7109	6.2214	10.7945	3.6659	-4.5938	-0.6192
Si	-0.049	6.1044	11.2661	-3.6891	-2.0934	-0.9966
Si	0.3036	8.7012	11.8457	0.0118	-0.0698	1.8141
Si	4.9003	1.3822	12.386	-6.1059	-0.9782	-0.3972
Si	7.6798	2.6131	11.8649	-0.881	-2.5733	-1.5886
Si	6.0603	6.0319	10.1775	0.2537	-0.1066	1.5864
Si	8.285	8.7172	12.8031	2.5817	1.9226	-2.0349
Si	2.3548	3.6107	12.9188	0.9186	-3.0072	-3.9544
Si	1.6118	4.8753	17.9571	6.8374	3.4521	-3.343
Si	2.7925	9.757	16.1779	0.5004	-2.7304	-0.1935
Si	10.9263	10.9312	15.4483	1.9723	4.1037	4.2275
Si	7.5535	1.0222	19.5412	0.4169	4.6406	-3.6757
Si	8.4543	3.7733	14.5781	-0.3196	1.8399	1.0332
Si	2.5519	3.4387	15.5998	0.9326	0.0614	1.0205
Si	2.6539	2.3626	18.0636	4.7257	1.233	3.5125
Si	-0.7909	1.7589	21.3833	1.6142	-3.5267	-2.6138
Si	5.8437	-4.0774	13.2626	3.9945	-0.2229	1.1454
Si	4.7565	10.2698	13.9413	0.3172	-0.5587	-2.8806
Si	-0.6275	5.8995	14.3895	-5.2393	0.1369	-6.8189
Si	9.1391	2.2065	17.0393	-2.7603	-7.8149	-1.7072
Si	15.2667	-4.9298	15.1835	3.0837	2.3948	0.3769
Si	10.9919	3.3274	19.0524	-4.5517	-0.4419	2.9343
Si	4.6489	1.836	20.3509	1.3594	3.6358	1.0409
Si	6.9743	-1.1237	20.6458	-2.8723	-5.0898	5.4025
Si	-10.2148	8.1521	14.9131	-1.0248	1.3624	-3.416
Si	3.3115	7.433	17.6069	-0.6897	3.3802	1.1419
Si	4.7647	7.4275	20.4657	-1.3338	-4.3455	-1.1674
O	1.9925	-1.0421	-0.5644	-1.8097	2.0205	0.5266
O	0.0977	0.3998	-1.2408	0.5541	1.2932	2.0466
O	-4.7523	1.8434	-3.1977	0.3431	-2.0437	2.0523
O	4.0534	1.1995	-0.6647	3.0149	-1.4804	-1.3007
O	-0.9356	6.9643	-0.7283	1.4419	-1.2058	0.7787
O	0.6943	4.3435	-0.1468	3.3012	2.8421	0.6516
O	3.8364	7.9221	-0.9566	-2.668	-0.3459	1.7183
O	-0.2107	17.8312	-7.1348	2.4743	0.3896	1.581
O	6.314	-0.1086	-0.7933	3.6834	-2.517	-5.4185
O	14.7921	-3.6349	-6.4574	2.1259	-1.9494	0.2154
O	6.4223	3.7997	-0.3036	-1.1702	0.6039	-1.5837
O	10.2189	2.4819	0.1951	-2.7462	-1.9402	-0.0496
O	5.8417	8.5099	-1.8255	2.6561	1.2355	-2.4875
O	3.7651	7.3198	-3.4258	1.6468	-0.0797	-0.5539
O	8.1662	9.022	-1.2259	3.322	-1.2514	1.0987
O	2.0574	8.4765	-7.249	5.2913	1.905	4.5257
O	4.2621	-1.6369	12.687	-1.0269	0.5041	0.1956
O	1.1509	2.6063	12.3655	-2.2288	-2.5326	-2.5572
O	3.0518	4.7906	11.9657	-2.4295	0.6012	-0.3995
O	1.4201	3.5967	14.237	4.2276	1.6761	5.4445
O	4.3311	-4.4889	13.5907	-3.034	0.0643	-0.3249
O	-2.7437	3.5468	13.0614	1.606	1.8245	2.5435
O	1.2576	6.8892	10.7116	1.9715	1.8103	1.7001
O	3.5587	1.4399	19.281	-2.2516	0.9431	-3.2135
O	3.5009	2.3477	13.1036	1.1749	0.8764	0.103
O	10.0246	0.8389	16.5844	1.7625	0.2188	-1.8518
O	6.1153	2.2643	12.5008	4.4144	2.2652	0.1383
O	10.9676	5.1996	12.6614	-0.2055	2.0432	2.1942
O	4.0352	7.1196	11.1812	-2.4347	1.5768	-0.1624
O	12.6492	0.045	16.1032	-4.1181	1.9804	-1.5373
O	6.4516	6.0094	11.901	-1.4674	1.3565	0.596
O	8.6256	10.2504	12.0816	-0.8689	-3.531	2.4616
O	3.34	2.1201	16.57	-2.8818	1.6959	-1.0863
O	6.7745	-2.5548	13.1207	-2.6624	-1.9244	1.101
O	12.1034	2.3269	18.7882	1.9712	-3.5632	-1.3615
O	2.996	4.0789	18.313	0.2387	-1.7972	0.6688
O	-1.3264	4.7737	15.2917	-0.2355	-2.2735	-0.8893
O	-9.5006	3.8852	16.6485	-1.7995	1.0512	-0.2478
O	0.7222	15.666	19.2153	-2.2158	1.3249	0.3663
O	15.1125	-0.8973	15.4232	-0.6387	0.4655	-0.4152
O	8.8888	-4.2038	13.6096	1.958	0.0448	0.4411
O	10.7314	0.9226	14.1279	0.3915	0.1489	0.7457
O	9.8938	3.1887	17.8837	1.4585	3.8571	0.7091
O	10.7072	9.441	15.255	-2.8841	-1.2255	0.009
O	8.3281	2.5614	15.5858	0.5047	-0.4077	1.9254
O	12.0995	8.3262	13.3374	-2.8604	-0.4954	-3.2122
O	-0.6883	2.9585	20.3702	1.9748	2.0367	-1.4175
O	7.1969	-0.5018	19.2709	0.0284	-0.955	-0.8047
O	14.7771	-6.3918	15.7161	-1.677	0.1583	-1.8702
O	-8.8	6.4329	17.3751	-2.6415	-2.8005	1.9029
O	6.0381	6.2886	15.067	0.4676	-0.589	-1.9148
O	3.2845	3.5687	21.481	0.2036	1.831	0.0131
O	8.3021	1.2034	18.0837	-0.3354	2.6359	-0.1346
O	8.5978	1.4482	20.7274	-2.2759	-1.8948	0.7114
O	5.1029	5.5257	20.4232	-0.1543	5.1721	0.0566
O	3.1232	9.2645	17.6802	-0.1773	-3.3098	-0.9472

Results
free energy: -36761.404 eV
free energy less fixed offsets of O -463.61, Si -117.95 eV per atom: 52.156 eV
pressure: -1.49 GPa
stress xx, yy, zz, yz, xz, xy (GPa, positive in tension): 0.97, 1.44, 2.05, -2.04, 1.6, -0.87
